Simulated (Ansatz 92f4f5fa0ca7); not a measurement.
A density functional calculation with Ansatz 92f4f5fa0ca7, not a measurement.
Periodic cell of 190 atoms, Si104O86, from a study of silicon, its oxide and their interface. The atomic structure is a simulated model.

Settings
functional: PBE
potential files: Ansatz PAW
basis: plane waves
wave-function cutoff: 700 eV
density cutoff ratio: 5
exchange-correlation grid ratio: 2
k mesh: 2 x 2 x 1, shifted by 0.5 0.5 0.5 of a step
self-consistency stop: 5e-08 eV per atom in the density residual
occupations: Fermi-Dirac, 0.05 eV
spin: none
net charge: 0

Cell vectors (angstrom)
a	11.5983	0	0
b	0	11.5983	0
c	5.3673	-2.1976	24.8952

Atoms: element, x, y, z (angstrom)
Si	0.8673	-0.0471	-1.3968
Si	0.2538	3.01	-1.6468
Si	2.3067	7.7266	-5.3521
Si	4.018	0.0127	-0.7671
Si	3.734	4.0176	1.4023
Si	7.4854	7.6746	2.1382
Si	10.6777	-0.0851	1.3601
Si	10.7689	3.5793	1.3353
Si	9.3014	4.3145	-1.6466
Si	4.2866	0.0157	1.5573
Si	5.6959	4.9342	0.5295
Si	3.345	7.6424	1.4004
Si	6.7672	0.0397	1.8104
Si	7.2396	3.8499	1.834
Si	5.6427	7.275	0.7157
Si	8.6252	0.5119	0.3537
Si	8.7529	3.0235	0.2863
Si	9.8806	7.65	1.7608
Si	3.5046	2.0052	2.7073
Si	3.301	5.7818	2.9093
Si	3.3531	9.6599	2.6931
Si	7.0623	1.9356	3.159
Si	7.2551	5.6726	3.3126
Si	7.1473	9.7319	3.163
Si	11.0812	1.8086	2.8046
Si	10.8646	5.6174	2.7135
Si	10.8067	9.6018	2.7795
Si	1.4756	1.9055	4.0412
Si	1.258	5.7448	4.0993
Si	1.2993	9.6264	3.9606
Si	5.1398	2.0232	4.4807
Si	5.2017	5.7611	4.4869
Si	5.1251	9.5778	4.3092
Si	9.1605	1.975	4.2965
Si	9.2212	5.5023	4.5163
Si	9.1154	9.7443	4.4244
Si	1.3396	-0.0556	5.3567
Si	1.3247	3.8151	5.5103
Si	1.3564	7.725	5.4393
Si	5.1747	-0.0679	5.6381
Si	5.2006	3.8648	5.9631
Si	5.2839	7.7587	5.7799
Si	9.1257	0.147	5.7201
Si	9.1196	3.6458	6.0197
Si	9.0279	7.6059	5.535
Si	3.1506	0.0554	6.8562
Si	3.1146	3.9609	7.0821
Si	3.2714	7.8161	6.9522
Si	7.156	-0.0451	6.9898
Si	7.0874	3.7103	7.4966
Si	7.2699	7.6897	7.156
Si	11.1552	0.0544	6.9187
Si	11.2193	3.5904	7.2156
Si	10.9837	7.6005	6.7748
Si	2.7625	1.9396	8.2724
Si	2.9328	5.9865	8.355
Si	6.6389	1.5537	8.6629
Si	7.2481	5.8292	8.656
Si	9.2776	5.7312	9.7094
Si	4.5135	1.2937	9.7186
Si	0.1719	0.1254	11.3008
Si	11.0989	5.6992	8.268
Si	10.6063	9.6105	7.8981
Si	1.081	6.8843	9.4737
Si	3.6931	8.7003	12.307
Si	2.9184	9.7643	8.2293
Si	9.2828	-1.3275	12.5081
Si	3.4881	4.8439	12.9071
Si	8.1699	9.6926	8.1517
Si	0.3693	1.6603	8.5279
Si	1.3453	6.7506	11.7623
Si	0.8438	9.3243	9.3104
Si	7.2755	10.6582	17.5068
Si	3.0896	9.5814	15.091
Si	3.8203	5.0118	15.9197
Si	10.7102	3.2855	17.088
Si	4.3962	2.045	12.8132
Si	5.0069	6.2532	10.8398
Si	2.2725	9.1491	19.5774
Si	2.9711	7.566	17.237
Si	1.6751	2.9648	15.7149
Si	6.2098	6.5458	22.1874
Si	9.9598	7.2472	12.1274
Si	4.7224	4.8578	23.9713
Si	7.7402	2.8622	23.6189
Si	4.3407	-1.0465	9.9864
Si	10.9728	4.1844	14.4736
Si	2.076	12.0752	13.8288
Si	6.8813	4.6287	16.6958
Si	7.4101	-0.9096	10.102
Si	9.7401	4.3702	21.5492
Si	8.972	4.608	12.4732
Si	7.1501	2.7507	14.2916
Si	4.4153	9.8591	17.6733
Si	10.8727	-1.5261	19.478
Si	8.4378	0.095	15.0829
Si	9.5918	12.2545	17.7603
Si	11.0128	6.8344	22.9921
Si	13.2718	8.839	22.4384
Si	11.82	2.3632	22.2817
Si	9.051	8.0593	18.081
Si	9.6588	5.8713	16.3593
Si	7.0367	4.8799	24.5063
Si	10.9796	10.9893	22.1872
O	2.462	-0.056	-1.1338
O	0.1367	-0.2753	0.0438
O	0.1424	3.3143	-0.0299
O	10.4258	3.3693	-2.3885
O	3.8376	5.749	25.0225
O	4.7505	7.6944	11.5731
O	4.7748	1.9538	11.2438
O	9.6307	7.1521	10.5258
O	3.9332	5.8956	9.6768
O	-0.017	1.2894	10.1422
O	5.9041	-1.5631	9.9931
O	8.0613	1.4118	14.2218
O	11.1368	3.5217	21.3369
O	0.5163	1.4359	-1.9938
O	11.471	5.8871	24.2235
O	12.3449	7.4936	22.3232
O	7.3567	6.0303	23.2559
O	2.6675	8.8007	21.1286
O	10.1002	8.088	23.4942
O	8.3155	6.8718	18.8883
O	2.1421	5.3949	12.1863
O	8.7096	-0.4549	-1.0474
O	10.0789	5.6852	-1.1614
O	9.8095	7.4233	16.7859
O	10.1588	5.9005	21.9644
O	3.6674	5.5249	14.3804
O	2.3474	8.3746	15.9357
O	1.0969	0.6726	12.5373
O	3.3056	3.2408	13.0127
O	2.1905	8.0456	12.3073
O	9.9078	-2.8178	12.5699
O	10.307	-0.222	11.9135
O	7.5104	0.7488	9.9258
O	9.9375	2.2225	18.0418
O	7.9618	-1.3286	11.5711
O	6.4452	6.1897	10.104
O	4.8315	5.1388	12.023
O	5.6739	2.3665	13.7537
O	9.6465	0.3779	16.1485
O	4.477	8.2114	17.4961
O	9.0104	4.4969	10.8388
O	0.793	10.3537	10.6499
O	7.1655	11.1044	15.9332
O	12.3366	3.0156	17.0773
O	5.3797	5.1208	16.3363
O	3.6877	10.0765	11.4394
O	8.1094	11.8216	18.3151
O	1.6908	1.4713	15.0733
O	11.3483	2.4243	23.8303
O	11.3258	12.5068	21.7601
O	1.9617	10.5517	14.4114
O	8.9056	6.2143	12.8474
O	7.0799	3.2137	15.872
O	3.3521	10.1636	18.8804
O	8.0109	9.2113	17.6228
O	4.0485	9.0027	13.8844
O	5.7992	10.536	18.1412
O	10.1687	-1.2411	20.9208
O	10.5619	5.6742	15.017
O	6.9966	4.6204	18.3389
O	10.2476	3.1144	15.5042
O	8.9167	3.4616	22.6255
O	7.7583	3.8694	13.2649
O	10.4003	3.9547	12.977
O	2.1204	7.8189	18.6165
O	8.804	4.5655	20.2271
O	3.1804	3.5066	16.0602
O	11.474	6.7212	12.4707
O	1.2459	8.2962	-4.2377
O	5.9561	8.1658	22.3882
O	10.0458	10.8036	23.5165
O	10.7016	11.3176	18.4586
O	8.0556	5.6089	16.1211
O	10.2328	8.6827	18.9801
O	8.9264	-1.0347	14.0533
O	4.8294	5.7331	22.5673
O	1.4169	4.0483	-2.1775
O	3.6317	0.7217	13.3808
O	12.3724	10.2012	22.4456
O	3.9542	10.4434	16.2042
O	2.9301	4.0724	-0.0698
O	2.9816	5.9839	16.9233
O	10.2603	4.8161	17.4977
O	8.0845	4.6862	-2.688
O	0.9854	3.9772	14.604
O	12.4627	-1.6755	19.6288

Results
free energy: -115034.665 eV
free energy less fixed offsets of O -569.03, Si -635.61 eV per atom: 5.355 eV
pressure: -0.04 GPa
stress xx, yy, zz, yz, xz, xy (GPa, positive in tension): -0.8, 0.57, 0.34, 0.05, -0.07, 0.55

Forces (eV/angstrom), in the order of the atoms: element, x, y, z
Si	0.2852	0.0695	-0.1713
Si	-0.0997	0.1074	0.1005
Si	0.1278	-0.0472	-0.1351
Si	0.1939	0.0041	0.2888
Si	0.0237	0.2163	-0.4546
Si	0.0522	-0.0568	0.1258
Si	0.5202	-0.0809	-0.2056
Si	-0.0615	-0.4057	-0.4859
Si	-0.1796	-0.1487	0.0425
Si	0.1189	0.1146	0.1638
Si	0.1102	-0.637	-0.105
Si	0.0846	-0.0366	0.2539
Si	-0.2216	-0.1434	0.0248
Si	-0.1567	0.143	-0.1598
Si	0.1688	0.2758	-0.5239
Si	-0.3602	-0.123	-0.6563
Si	0.0808	0.1157	-0.0264
Si	0.0385	0.1464	-0.1629
Si	0.1099	-0.1803	0.1344
Si	-0.0097	0.0049	0.3092
Si	0.0589	-0.0265	-0.0519
Si	0.1123	0.2219	0.203
Si	0.0701	-0.2098	0.2136
Si	0.026	0.1603	-0.0357
Si	-0.1291	0.0961	0.1521
Si	-0.1765	0.0209	0.0498
Si	-0.0224	0.007	0.1166
Si	0.035	-0.0356	0.0192
Si	-0.0126	0.1625	0.0714
Si	0.0806	0.0052	0.1098
Si	0.0962	-0.2058	-0.062
Si	0.0358	-0.1311	-0.034
Si	0.0661	0.0735	0.0227
Si	-0.1444	-0.1747	-0.2052
Si	-0.1106	0.1601	-0.0512
Si	-0.1435	0.0736	0.2636
Si	0.1134	0.1954	-0.0575
Si	0.0461	-0.1287	0.0132
Si	0.0117	-0.1384	-0.0011
Si	-0.1528	0.0358	0.0723
Si	-0.1019	0.0197	0.0261
Si	0.0537	0.027	-0.013
Si	0.1146	0.1164	-0.1262
Si	0.1122	0.1555	0.1916
Si	0.2855	0.0411	0.1491
Si	0.0811	-0.1507	-0.0614
Si	-0.1304	-0.1365	-0.0267
Si	-0.1071	-0.0191	-0.3849
Si	-0.0789	-0.1091	-0.4446
Si	-0.0213	-0.0796	-0.275
Si	-0.0088	0.1355	-0.1908
Si	0.0415	0.0277	-0.1213
Si	0.0038	0.1175	-0.1149
Si	0.0186	-0.0461	-0.0722
Si	-0.1575	0.0294	-0.1079
Si	0.0029	0.2713	0.5268
Si	0.428	-0.3872	0.06
Si	-0.0367	0.2531	0.3114
Si	0.0639	-0.0923	0.0912
Si	-0.2666	0.3413	0.4514
Si	0.0818	-0.0996	-0.0695
Si	-0.155	0.1703	-0.0987
Si	-0.182	-0.0724	0.1607
Si	0.0071	0.1102	0.0587
Si	-0.1838	-0.0863	0.2612
Si	0.1184	0.0912	0.1076
Si	0.1442	-0.0244	0.2543
Si	-0.3157	0.1073	0.2028
Si	0.2095	-0.101	-0.0306
Si	0.0254	-0.2026	0.4451
Si	-0.0035	-0.2215	0.0159
Si	-0.1611	0.3099	0.3555
Si	0.0121	-0.0155	-0.0486
Si	-0.1651	0.118	0.1156
Si	-0.0349	-0.053	0.0356
Si	0.0509	-0.0511	-0.0079
Si	-0.2249	0.0149	0.5025
Si	-0.3009	-0.023	0.0151
Si	-0.0465	0.0334	-0.1375
Si	-0.1665	-0.042	-0.077
Si	-0.046	-0.019	-0.079
Si	0.0648	0.0818	-0.2575
Si	0.2424	-0.1839	0.2365
Si	-0.8482	0.3024	-0.0592
Si	0.7199	-0.6129	-0.0243
Si	-0.4652	-0.493	0.2114
Si	0.1026	-0.0253	-0.1342
Si	0.0119	-0.0009	0.2446
Si	-0.0029	0.0108	0.0228
Si	0.2281	-0.2313	-0.2033
Si	0.0892	0.1041	-0.219
Si	0.0838	-0.0164	0.2521
Si	0.0829	-0.1005	0.0597
Si	-0.1008	0.0987	-0.0222
Si	-0.0337	0.0122	-0.1179
Si	0.0409	-0.0171	0.0496
Si	0.1081	-0.0559	-0.0517
Si	-0.2292	0.0817	-0.0905
Si	-0.1837	0.1182	-0.3055
Si	-0.2207	0.1007	0.0212
Si	0.1481	0.0383	-0.0674
Si	0.006	0.0453	-0.0135
Si	0.3316	0.6149	-0.4294
Si	-0.0809	-0.1215	-0.1072
O	-0.272	-0.0019	-0.0635
O	-0.4332	-0.0184	0.4661
O	0.3767	0.0487	0.2775
O	0.0959	0.1017	-0.0171
O	0.0353	-0.1187	0.1571
O	0.1247	-0.1008	-0.0896
O	0.0788	-0.2281	-0.5285
O	-0.1473	-0.1545	-0.2456
O	0.3149	-0.0458	-0.1737
O	0.1557	0.097	-0.5011
O	-0.1287	0.2466	0.0454
O	-0.024	0.0045	-0.0043
O	0.0393	-0.0617	0.0812
O	-0.0598	0.073	0.0808
O	-0.1263	-0.2268	0.238
O	0.0953	-0.05	-0.01
O	-0.0778	-0.2342	0.4062
O	-0.0337	-0.0002	0.1678
O	-0.0095	-0.0556	0.0392
O	-0.0882	-0.0559	0.082
O	0.1662	-0.0093	0.0853
O	0.2529	0.3317	0.499
O	0.1853	0.1442	-0.091
O	-0.0377	-0.0471	0.0009
O	0.0818	0.0526	0.1257
O	0.0696	-0.054	-0.1337
O	0.1245	-0.0069	-0.015
O	-0.0574	-0.0188	-0.1995
O	0.0596	-0.0273	-0.0477
O	0.0733	0.0584	-0.1083
O	-0.0482	0.0983	-0.0106
O	-0.0306	0.0197	-0.0069
O	-0.2785	0.2912	-0.0679
O	-0.0048	0.0275	0.0064
O	-0.2124	0.1183	0.0273
O	0.0675	-0.0789	-0.1939
O	0.1781	0.0448	-0.1764
O	-0.0867	-0.0061	-0.1105
O	-0.0824	0.001	0.0195
O	-0.0199	0.0451	0.0128
O	0.0767	0.1801	-0.248
O	0.1041	-0.1968	-0.1092
O	0.0415	0.0247	0.0805
O	-0.0062	0.0064	0.0101
O	-0.0096	-0.0145	-0.0301
O	0.1431	0.2696	-0.112
O	-0.0296	-0.0286	-0.0333
O	0.0328	-0.009	-0.0514
O	-0.0243	0.0972	-0.154
O	-0.0106	0.0694	-0.0018
O	0.0575	-0.0027	-0.028
O	0.0049	0.0489	-0.0788
O	-0.0274	0.0562	-0.0145
O	0.0409	-0.0841	0.0093
O	-0.0541	0.0505	-0.007
O	0.0039	-0.0422	-0.1812
O	0.0225	-0.0034	0.0312
O	0.115	0.033	0.0803
O	-0.0733	-0.0327	0.047
O	0.0148	0.0284	0.0517
O	0.0873	0.1008	0.0638
O	-0.2433	-0.1255	0.2153
O	0.0206	0.0514	-0.1137
O	-0.0996	0.0185	0.0071
O	0.0939	0.0397	0.0408
O	0	-0.0307	0.1116
O	-0.0234	0.0262	0.0654
O	-0.0779	0.108	-0.0983
O	-0.1144	0.0704	0.3062
O	-0.0497	-0.1137	0.0687
O	-0.044	-0.0799	0.0173
O	-0.022	0.0171	0.0187
O	0.0149	-0.0043	-0.0348
O	-0.0244	0.0356	0.0416
O	0.0187	-0.0432	-0.229
O	-0.0057	-0.2814	0.2099
O	-0.0343	0.0233	-0.0203
O	0.0831	0.018	-0.1392
O	0.0969	-0.0443	0.064
O	0.0398	-0.0993	0.0097
O	-0.3944	-0.0145	0.0189
O	0.0551	0.0286	0.0198
O	0.0313	-0.0747	-0.0436
O	0.1461	0.0323	0.0652
O	-0.0551	-0.0219	0.0055
O	0.0211	0.0003	0.0347

The program warned: the cutoff lies below the one the program advises for these potential files.
